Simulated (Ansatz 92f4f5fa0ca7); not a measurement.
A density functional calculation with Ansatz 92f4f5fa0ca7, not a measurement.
Periodic cell of 220 atoms, Si132O88, from a study of silicon, its oxide and their interface. The atomic structure is a simulated model.
Doubt: the cutoff is far below the 930 eV that the study's wrapper takes by default for these files, so forces and energies are approximate.
This geometry differs little from another in the collection (a relaxation step or a small displacement).

Settings: functional PBE; potential files Ansatz PAW; basis plane waves; wave-function cutoff 580 eV; density cutoff ratio 5; exchange-correlation grid ratio 1; k mesh 1 x 1 x 1, Gamma-centred; self-consistency stop 5e-08 eV per atom in the density residual; occupations fixed; spin none; net charge 0.

Cell vectors (angstrom)
a 10.938 0 0
b 0 10.938 0
c 0 0 32.3782

Atoms and the computed forces on them: element, x, y, z (angstrom), force x, y, z (eV/angstrom)
Si -0.2786 0.429 24.979 0.0354 -0.0506 0.0545
Si 5.725 -0.2666 24.8782 -0.003 0.0114 0.0352
Si 2.472 2.9873 24.8583 0.0205 -0.0143 0.0066
Si 8.4379 2.6531 24.9852 -0.0247 0.0019 0.0274
Si 0.3554 5.3394 24.8653 0.0072 0.0468 0.0739
Si 5.1654 6.0001 24.6516 0.0279 -0.0404 0.0453
Si 2.9711 8.1528 25.2794 -0.0193 0.0008 0.0275
Si 8.1168 8.5888 24.8146 0.0204 -0.0045 0.0172
Si 1.3709 1.4723 26.2838 0.0164 -0.0192 0.0083
Si 6.8223 1.4145 26.1732 -0.0118 0.0229 -0.0035
Si 4.1504 4.2081 26.0173 0.0304 -0.0133 0.0064
Si 9.6566 4.2092 26.2193 -0.0216 0.0166 -0.0198
Si 1.3921 6.8425 26.3536 -0.017 -0.0056 -0.0103
Si 6.8919 6.9193 26.0508 0.0142 -0.0225 -0.0013
Si 4.2777 9.6305 26.4382 0.0018 0.0065 0.0046
Si 9.5809 9.6972 26.2633 0.0128 -0.0207 0.0026
Si 2.7349 0.0344 27.6124 -0.0129 0.0003 -0.0111
Si 8.1568 0.0526 27.6137 -0.0047 -0.0064 0.0109
Si -0.0205 2.7848 27.6376 0.0146 -0.0049 0.0219
Si 5.4305 2.7854 27.511 -0.0016 -0.0026 -0.0009
Si 2.7851 5.43 27.5962 -0.016 0.0098 0.011
Si 8.1861 5.5126 27.5273 -0.0039 0.0108 0.0077
Si -0.0354 8.2337 27.603 0.0019 0.0087 -0.0099
Si 5.5717 8.1435 27.6436 -0.0038 0.0206 0.0099
Si 4.1018 1.3673 28.96 -0.0224 0.4895 -0.1053
Si 9.5708 1.3673 28.96 -0.1753 0.1732 0.192
Si 1.3673 4.1018 28.96 0.279 0.0099 0.2964
Si 6.8362 4.1018 28.96 -0.0836 0.0921 -0.548
Si 4.1018 6.8362 28.96 0.2451 -0.2364 0.109
Si 9.5708 6.8362 28.96 -0.349 0.1415 -0.1027
Si 1.3673 9.5708 28.96 -0.0177 0.0525 -0.0353
Si 6.8362 9.5708 28.96 0.3211 -0.0159 0.4283
Si 0 0 30.3272 0.0168 0.0253 0.0005
Si 5.469 0 30.3272 0.0342 -0.0395 -0.0681
Si 2.7345 2.7345 30.3272 0.0125 0.0205 0.0361
Si 8.2035 2.7345 30.3272 0.0984 -0.0444 -0.0184
Si 0 5.469 30.3272 0.1014 0.0273 -0.0579
Si 5.469 5.469 30.3272 -0.0424 0.0482 0.0324
Si 2.7345 8.2035 30.3272 0.0429 0.0183 -0.0499
Si 8.2035 8.2035 30.3272 0.0851 0.1153 0.0613
Si 1.3673 1.3673 31.6945 0.0269 0.0175 -0.0173
Si 6.8362 1.3673 31.6945 -0.0555 0.0077 -0.0258
Si 4.1018 4.1018 31.6945 0.0015 -0.0367 -0.0085
Si 9.5708 4.1018 31.6945 -0.0498 0.006 -0.0228
Si 1.3673 6.8362 31.6945 -0.056 0.0217 -0.0159
Si 6.8362 6.8362 31.6945 0.0081 0.0112 -0.0173
Si 4.1018 9.5708 31.6945 0.0026 0.0599 -0.0236
Si 9.5708 9.5708 31.6945 -0.0067 -0.0775 -0.002
Si 2.7345 0 0.6835 -0.022 -0.0532 0.0234
Si 8.2035 0 0.6835 0.0498 0.0252 0.0202
Si 0 2.7345 0.6835 -0.0079 -0.0038 -0.002
Si 5.469 2.7345 0.6835 0.0076 -0.0176 0.0206
Si 2.7345 5.469 0.6835 0.0555 0.0077 0.0285
Si 8.2035 5.469 0.6835 0.0488 -0.0032 0.0204
Si 0 8.2035 0.6835 0.0564 0.0211 0.0339
Si 5.469 8.2035 0.6835 -0.0437 -0.0006 -0.0054
Si 4.1018 1.3673 2.0507 -0.0132 0.0036 0.0142
Si 9.5708 1.3673 2.0507 -0.0372 -0.0315 0.0142
Si 1.3673 4.1018 2.0507 -0.1252 -0.1365 0.0132
Si 6.8362 4.1018 2.0507 -0.0452 0.0026 0.004
Si 4.1018 6.8362 2.0507 0.0457 0.0434 -0.0056
Si 9.5708 6.8362 2.0507 -0.0723 0.0239 -0.0178
Si 1.3673 9.5708 2.0507 0.0178 0.0559 0.0181
Si 6.8362 9.5708 2.0507 -0.1115 -0.1017 0.0274
Si 0 0 3.418 0.0781 0.035 -0.3453
Si 5.469 0 3.418 -0.1892 -0.0826 0.1078
Si 2.7345 2.7345 3.418 -0.2038 -0.2194 -0.022
Si 8.2035 2.7345 3.418 0.151 0.0174 0.1282
Si 0 5.469 3.418 -0.1494 -0.156 0.3393
Si 5.469 5.469 3.418 0.166 0.2335 -0.5003
Si 2.7345 8.2035 3.418 0.0699 -0.0181 0.1384
Si 8.2035 8.2035 3.418 0.021 -0.4503 -0.2108
Si 1.3492 1.325 4.8068 0.0015 -0.0215 -0.0092
Si 6.8357 1.3583 4.7703 0.0039 -0.0008 -0.0003
Si 4.0725 4.1567 4.7091 0.0254 -0.0049 -0.0055
Si 9.5633 4.0697 4.8554 0.0006 -0.0071 0.0011
Si 1.3737 6.8216 4.7965 0.0039 0.0054 -0.0063
Si 6.8834 6.7517 4.7905 -0.0129 0.0035 -0.0102
Si 4.1014 9.5498 4.8216 0.0045 -0.0079 0.0053
Si 9.5997 9.529 4.7206 -0.0005 0.0127 -0.0112
Si 2.5806 -0.1807 6.2144 0.0098 0.0087 0.0162
Si 8.2191 -0.0797 6.0518 -0.0174 0.0085 -0.0018
Si -0.0107 2.6779 6.2314 -0.0274 0.0121 -0.0052
Si 5.3512 2.7167 6.0073 -0.0098 -0.0077 0.0018
Si 2.7562 5.4729 6.1603 -0.0159 0.0271 -0.0045
Si 8.0777 5.2755 6.2932 0.0259 0.0047 -0.0041
Si -0.1049 8.0824 6.1282 0.0076 -0.0199 0.0112
Si 5.528 8.1455 6.1128 -0.015 0.0148 0.0028
Si 3.7327 1.5713 7.2223 0.0156 -0.0751 -0.1263
Si 9.7536 0.9821 7.4397 -0.0005 0.0054 -0.0233
Si 1.6446 3.8631 7.4627 -0.0278 0.0039 0.0055
Si 6.3566 4.1135 7.6202 0.0034 -0.0055 -0.0214
Si 4.3921 6.6037 7.458 -0.0008 0.0097 -0.0291
Si 9.2668 6.9194 7.4743 0.0115 -0.0283 -0.0291
Si 0.9495 9.5677 7.6065 0.0076 0.0105 -0.0522
Si 7.161 9.2598 7.4018 -0.0246 -0.0045 -0.0329
O 1.3888 4.1461 24.3453 -0.0099 -0.0043 -0.0229
O 6.8996 9.6227 24.3251 -0.0044 -0.0045 -0.0209
O 2.73 2.693 7.9248 -0.0437 0.0535 0.0508
O 6.6275 10.0297 8.7508 -0.0093 0.0123 0.0132
O 5.3952 5.4038 7.9889 0.0035 -0.0042 0.0106
O -0.0551 -0.1107 7.9576 0.0152 0.0019 0.0118
O 3.929 7.0795 24.478 -0.0012 0.0068 -0.015
O 9.5092 1.501 24.4904 -0.0248 0.0328 -0.0247
O 1.2038 8.7552 9.0352 0.0043 -0.0195 0.0539
O 1.1635 4.6651 8.8318 0.0029 0.0021 0.0027
O 8.9288 1.3741 8.8164 -0.0106 0.0113 0.032
O 7.7002 8.8409 12.0764 0.0038 0.0007 -0.0018
O 4.7096 0.975 8.3693 0.0409 -0.0096 0.0488
O 3.8975 7.4036 8.8046 -0.0031 0.021 0.0335
O 6.546 3.3203 9.0637 -0.003 -0.0276 0.0405
O 8.2334 8.124 7.9602 0.0005 0.0026 0.026
O 2.9508 2.1092 23.5443 0.0104 -0.0125 -0.0043
O 4.8391 0.2117 23.5772 -0.0117 0.0091 -0.0118
O 7.819 3.4264 23.6602 -0.0033 0.01 -0.0357
O 10.7972 6.1709 23.5287 -0.011 0.0079 -0.0317
O 9.0194 8.1402 23.4885 0.0186 -0.011 -0.0103
O 2.2526 9.2133 24.2705 -0.0155 0.0138 -0.0067
O 5.6148 5.8727 23.0701 0.0059 -0.0013 -0.0555
O 0.2997 10.8687 23.5279 0.0079 -0.0082 -0.0259
Si 4.1487 8.2642 10.1586 -0.0148 0.0066 -0.0135
Si 12.2643 8.754 10.6843 -0.0016 -0.0122 -0.0125
Si 2.7244 5.4238 13.7665 -0.0102 0.0072 0.006
Si 3.6552 0.9061 22.6857 -0.0197 -0.0133 -0.0116
Si 7.9538 3.514 22.0369 -0.003 0.0166 0.004
Si 6.1572 -2.5876 12.2708 -0.0091 -0.0042 0.0061
Si 1.432 9.8236 23.0265 0.0038 0.0088 -0.0276
Si 4.963 7.27 14.6775 -0.0022 -0.0009 0.0018
Si -0.2574 5.0188 9.5582 -0.0136 0.0076 -0.0048
Si -4.422 7.5058 19.1936 -0.0109 -0.0059 -0.0013
Si 2.47 1.1028 13.5704 -0.0062 -0.0044 0.0028
Si 3.621 14.0576 15.342 0.0012 0.0021 0.0055
Si 10.1326 13.5849 20.2433 -0.0021 0.0071 -0.0043
Si 5.4276 -0.0233 9.395 0.0116 -0.0188 0.0238
Si 8.6106 9.6664 13.172 0.0016 0.0061 0.0051
Si 1.3957 12.5772 18.83 0.0068 -0.0069 -0.0087
Si 0.1059 0.3666 11.8854 0.003 0.0026 0.0096
Si -1.4998 -3.1431 19.8729 0.0046 -0.0073 -0.0032
Si -0.0185 9.8044 18.4034 0.0041 -0.0056 -0.0002
Si 5.9211 5.5109 21.5083 0.0062 0.0137 -0.0018
Si 8.602 0.673 18.5951 0.0008 -0.0032 -0.0068
Si 9.3354 2.293 10.1071 -0.0141 0.0079 -0.0125
Si 4.3995 12.7953 18.1173 -0.002 0.0015 -0.0005
Si 6.9006 -5.0771 16.5041 -0.0023 0.0002 0.0031
Si -1.627 7.1039 14.7171 0.0033 -0.003 0.0049
Si 0.07 6.3816 12.3228 0.0012 -0.0002 -0.0057
Si -6.637 3.2311 12.6285 0.0127 -0.0039 0.0078
Si 15.5182 10.1005 14.1186 -0.001 0.0016 0.0021
Si 10.315 7.4938 22.6989 0.0016 0.0174 -0.0076
Si 8.1275 2.9984 16.5189 -0.0035 0.0025 -0.0048
Si 10.8663 6.958 17.3667 -0.0012 0.0013 0.0015
Si 6.9479 11.4213 15.1722 -0.0033 -0.002 -0.0033
Si 6.1806 10.2839 17.9374 -0.0052 -0.0064 -0.0049
Si 5.404 2.6854 20.7804 -0.0116 -0.0053 -0.0097
Si -0.1965 3.9316 17.6517 -0.0004 0.0025 -0.0064
Si 6.5027 2.5516 10.5182 -0.0009 -0.0048 -0.002
O -1.8208 8.6783 14.3588 -0.0022 0.0026 -0.0028
O 7.4893 4.9954 21.4935 -0.0031 -0.0127 0.0126
O 6.0922 7.2531 13.482 -0.0004 -0.0027 -0.0005
O -1.2603 6.3837 13.288 -0.0076 -0.0003 0.0037
O 11.5554 -2.4628 17.611 -0.0065 -0.0035 0.0052
O 9.5098 14.1593 21.6301 0.0025 -0.0079 0.002
O 1.2571 5.9249 13.3261 0.0052 -0.0046 0.0002
O 10.546 12.5409 10.9445 0.0094 -0.0124 0.0013
O -5.4201 3.3253 11.5636 -0.0149 0.0051 0.0038
O -0.0682 5.2752 11.145 0.003 0.0049 0.016
O 15.2077 2.8244 16.801 -0.0032 -0.0004 -0.0023
O 9.6829 6.9338 18.4982 0.0061 0.0005 -0.0023
O -0.4124 7.0046 15.7848 -0.0112 0 -0.0047
O 0.7775 13.1392 20.2557 -0.0013 0.0004 0.0083
O 2.5493 10.7087 22.1822 0.0022 0.0043 0.012
O 5.4504 6.282 15.8694 -0.0008 -0.0004 0.0002
O 15.8139 0.3224 17.798 -0.001 -0.0018 0.0047
O 8.0304 6.4739 15.4991 -0.0008 -0.0012 0.0022
O 4.3659 1.5899 21.392 0.0136 0.0136 0.0013
O -5.4374 7.7241 10.9131 0.0124 -0.0013 0.0053
O 9.8562 6.9879 21.2193 -0.0072 -0.0017 -0.0137
O 9.6382 3.6783 16.4354 -0.0053 -0.0034 0.0028
O 5.3654 11.4073 14.7226 -0.004 -0.0007 0.0011
O 5.243 9.6394 12.6989 -0.0031 0.001 0.0001
O 5.4485 2.5363 19.1572 -0.0023 -0.0018 -0.001
O 7.7534 10.8056 13.9217 0.003 -0.0036 0.0018
O 9.7943 10.4083 12.3747 -0.009 -0.0036 -0.0017
O 1.14 -0.6218 11.106 -0.0098 0.0136 -0.0012
O -3.3559 12.9246 15.3439 -0.0004 -0.001 0.0031
O 13.924 12.7261 18.8829 -0.0059 -0.0007 0.0042
O -0.9717 3.8255 19.1052 0.0011 -0.0017 0.0054
O 0.2847 7.8253 11.5541 -0.0045 -0.0067 0.0041
O -5.1882 8.772 18.4404 0.0018 0.0014 0.0062
O 4.7168 8.8277 15.1553 -0.0018 -0.0016 0.0009
O 4.293 9.8695 9.8944 -0.0015 -0.0173 -0.0081
O -1.5757 1.242 19.9106 -0.0042 -0.0045 0.0075
O 3.5485 6.7817 14.0762 0.0014 0.0008 0.0001
O 7.078 4.244 16.5985 -0.0004 -0.0029 0.002
O 3.3642 12.8263 12.4197 -0.0049 0.0016 -0.0053
O 0.6107 8.5523 22.3971 -0.006 -0.0066 0.0147
O 17.9352 -0.5062 16.4985 -0.0009 0.0009 0.0002
O 3.3737 4.5812 12.5099 -0.0029 -0.0031 -0.0063
O 0.8388 2.6443 17.6342 -0.0037 -0.0022 0.0069
O 2.7535 15.451 15.1486 -0.0006 -0.0008 -0.003
O -1.3158 -0.3279 17.7443 -0.0026 0.0037 0.0059
O -2.8091 2.0116 17.8036 -0.001 0.0008 0.0039
O 4.9609 4.2324 21.1229 -0.0038 -0.0085 0.0113
O 13.5144 1.9096 14.9837 -0.0001 -0.0011 -0.0025
O 1.1047 10.9726 18.6008 -0.0062 0.0007 0.0063
O -3.6862 -0.1157 19.0522 -0.0009 -0.0002 0.0075
O 0.9073 1.0191 13.1441 0.0018 0.001 0.0004
O 9.7415 3.7083 9.4215 0.004 -0.0087 0.0009
O 0.5516 5.4105 17.5292 -0.0037 -0.0008 0.007
O -0.6079 9.1726 19.8042 -0.0025 0.004 0.0021
O 7.8491 -2.8302 19.9075 -0.0042 0.0026 0.0062
O -5.2383 6.728 20.4123 0.0004 0.0088 -0.0021
O 3.0402 10.5282 13.8265 -0.0026 -0.0013 -0.0009
O 6.0409 0.9792 10.5146 -0.0006 0.008 -0.0042
O 6.9136 2.4303 21.3729 -0.0022 -0.0066 0.0084
O 2.7961 8.1381 11.0641 -0.0018 -0.0015 -0.0018
O 9.972 6.2996 8.8379 0.0153 -0.0118 0.0203
O 8.0429 2.5321 11.0741 -0.0025 0.0019 0
O 6.9052 6.4313 18.0294 0.0007 -0.002 -0.0018
O 4.8149 14.1428 14.1982 -0.002 -0.0009 0.0017

Results
free energy: -133962.263 eV
free energy less fixed offsets of O -568.88, Si -635.61 eV per atom: -0.303 eV

The program warned: the cutoff lies below the one the program advises for these potential files; the exchange-correlation potential is rough where the density is thin.
